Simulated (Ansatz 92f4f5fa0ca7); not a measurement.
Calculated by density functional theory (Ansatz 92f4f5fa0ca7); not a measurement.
Periodic cell of 473 atoms, Si304O169, from a study of silicon, its oxide and their interface. The atomic structure is a simulated model.
Doubt: the cutoff is far below the 930 eV that the study's wrapper takes by default for these files, so forces and energies are approximate.
This geometry differs little from another in the collection (a relaxation step or a small displacement).

Settings: functional PBE; potential files Ansatz PAW; basis plane waves; wave-function cutoff 580 eV; density cutoff ratio 5; exchange-correlation grid ratio 1; k mesh 1 x 1 x 1, Gamma-centred; self-consistency stop 5e-08 eV per atom in the density residual; occupations fixed; spin none; net charge 0.

Cell vectors (angstrom)
a	15.4691	0	0
b	0	15.4691	0
c	1.9714	-1.9706	35.3746

Atoms and the computed forces on them: element, x, y, z (angstrom), force x, y, z (eV/angstrom)
Si	2.334	-2.008	25.329	-0.017	0.005	0.039
Si	2.662	1.805	25.398	0.003	-0.005	0.021
Si	1.252	-9.787	24.988	0.016	-0.001	-0.01
Si	2.401	-5.922	25.152	-0.008	-0.001	0.016
Si	5.448	-1.979	25.315	0.01	-0.002	0.043
Si	5.772	-0.044	26.62	0.001	0.003	0.001
Si	6.605	-9.788	25.203	-0.021	0.016	0.025
Si	5.589	-5.887	25.024	0.005	-0.003	-0.002
Si	10.417	-1.74	25.045	0.018	0.009	-0.003
Si	10.409	2.029	25.464	-0.019	-0.03	-0.018
Si	9.028	-9.77	25.309	-0.018	-0.002	-0.058
Si	9.933	-5.689	25.117	-0.026	0.007	0.026
Si	-2.606	-1.886	25.133	-0.02	0.004	0.04
Si	-2.631	1.994	25.177	0.005	-0.014	0.014
Si	-1.223	-9.712	25.178	0.003	0.025	-0.027
Si	-2.364	-5.859	25.141	0.019	0.016	0.059
Si	2.044	-0.079	26.656	-0.01	0.015	0.004
Si	1.929	3.838	26.41	-0.004	-0.009	0.008
Si	1.95	-7.898	26.358	-0.019	0.01	0.016
Si	2.034	-4	26.529	-0.012	-0.001	-0.014
Si	5.086	1.902	25.499	0.014	0.01	0.014
Si	5.842	3.853	26.561	-0.023	-0.003	0
Si	5.899	-7.83	26.379	0.007	-0.01	0.015
Si	5.814	-3.98	26.483	0.031	0.009	-0.002
Si	9.844	0.018	26.54	-0.02	0.003	0.012
Si	9.713	3.905	26.68	-0.032	-0.002	0.054
Si	9.631	-7.729	26.387	-0.019	0	0.013
Si	9.765	-3.705	26.377	-0.011	-0.009	-0.009
Si	-1.996	0.029	26.409	0.011	-0.017	-0.005
Si	-1.9	3.867	26.477	0.003	-0.02	0.035
Si	-1.878	-7.789	26.436	0.006	-0.003	-0.002
Si	-1.986	-3.851	26.383	0.01	0.009	-0.021
Si	-0.017	-0.025	27.789	-0.001	-0.005	-0.001
Si	0.033	3.744	27.837	-0.006	0.002	-0.013
Si	0.052	-7.73	27.807	0.021	0.004	-0.004
Si	0.001	-3.915	27.753	0.002	0.002	0.008
Si	3.92	-0.11	28.064	-0.004	0.007	0.01
Si	3.857	3.931	27.853	0.013	0.014	-0.008
Si	3.913	-7.883	27.746	0.011	-0.015	0.018
Si	3.931	-3.983	27.929	-0.013	-0.004	0.045
Si	7.812	-0.019	27.815	0.017	-0.003	-0.007
Si	7.749	3.757	27.959	0.043	-0.006	-0.019
Si	7.766	-7.717	27.839	0	0.013	0.002
Si	7.805	-3.857	27.757	-0.013	-0.002	0.011
Si	11.69	-0.01	27.969	0.002	0.006	0.003
Si	11.688	3.981	27.936	0.009	0.004	-0.007
Si	11.607	-7.799	27.769	0.007	-0.009	0.019
Si	11.625	-3.848	27.853	0.009	0.005	0.02
Si	0.015	-1.982	29.15	0.003	0.006	0.003
Si	0.029	1.859	29.234	0	-0.009	0.008
Si	0.03	-9.713	29.149	0.006	-0.001	0.018
Si	0.027	-5.816	29.193	0	0.002	0.005
Si	3.916	-2.062	29.331	0.003	-0.001	-0.016
Si	3.896	1.939	29.227	-0.004	-0.011	-0.008
Si	3.888	-9.686	29.266	0.007	-0.001	-0.008
Si	3.905	-5.945	29.192	0.001	0.007	-0.008
Si	7.781	-1.962	29.178	0	0.002	0.003
Si	7.776	1.845	29.282	0.009	-0.005	0.007
Si	7.765	-9.686	29.202	-0.01	0.005	0.01
Si	7.793	-5.784	29.188	-0.002	-0.009	0
Si	11.661	-1.963	29.276	-0.002	-0.005	0
Si	11.664	1.971	29.238	-0.006	-0.003	0.013
Si	11.642	-9.611	29.291	-0.003	0.001	0.001
Si	11.625	-5.838	29.151	-0.002	-0.004	0.011
Si	1.933	-1.982	30.587	-0.005	-0.005	0.007
Si	1.968	1.897	30.592	0.001	0.005	0.01
Si	1.937	-9.696	30.583	-0.007	0.001	0.005
Si	1.97	-5.844	30.569	-0.003	-0.001	0.008
Si	5.877	-1.978	30.607	0.003	-0.006	0.007
Si	5.824	1.896	30.602	0	0.002	0.012
Si	5.843	-9.699	30.591	0.004	0.003	0.009
Si	5.846	-5.844	30.564	0.003	0.002	0.007
Si	9.698	-1.972	30.586	-0.005	0	0.005
Si	9.726	1.9	30.602	0.003	-0.001	0.009
Si	9.684	-9.695	30.598	0.003	0.001	0.005
Si	9.715	-5.838	30.568	0.002	0.006	0.011
Si	13.598	-1.979	30.596	0.006	0	0.006
Si	13.58	1.904	30.606	-0.003	-0.003	0.004
Si	13.601	-9.687	30.59	0.003	-0.004	0.005
Si	13.555	-5.841	30.558	0.004	0.005	0.008
Si	0	1.934	2.05	0.287	-0.198	-0.416
Si	0	5.801	2.05	0.088	0.213	-0.576
Si	0	-5.801	2.05	0.167	0.076	-0.147
Si	0	-1.934	2.05	0.346	-0.09	-0.341
Si	3.867	1.934	2.05	-0.061	-0.015	-0.016
Si	3.867	5.801	2.05	0.074	0.103	0.163
Si	3.867	-5.801	2.05	-0.109	0.052	0.046
Si	3.867	-1.934	2.05	0.013	-0.071	0.25
Si	7.734	1.934	2.05	0.246	0.046	0.115
Si	7.734	5.801	2.05	-0.059	0.112	0.288
Si	7.734	-5.801	2.05	0.307	-0.03	0.24
Si	7.734	-1.934	2.05	0.061	-0.093	0.223
Si	11.602	1.934	2.05	-0.424	-0.046	-0.076
Si	11.602	5.801	2.05	-0.269	-0.018	-0.356
Si	11.602	-5.801	2.05	-0.414	0.045	0.002
Si	11.602	-1.934	2.05	-0.254	-0.026	-0.162
Si	-1.929	1.91	3.325	0.002	0.005	-0.002
Si	-1.936	5.844	3.325	0.011	0.005	0.001
Si	-1.945	-5.807	3.357	0.004	-0.011	-0.003
Si	-1.922	-1.961	3.329	0.004	0.005	-0.004
Si	1.931	1.901	3.42	-0.005	-0.001	0
Si	1.908	5.82	3.39	0.007	-0.001	0.002
Si	1.93	-5.769	3.435	-0.005	0.004	0.002
Si	1.926	-1.951	3.441	-0.005	-0.005	-0.006
Si	5.809	1.964	3.393	-0.002	-0.002	-0.009
Si	5.797	5.832	3.471	-0.002	-0.012	-0.006
Si	5.806	-5.798	3.396	0.006	-0.005	-0.002
Si	5.809	-1.946	3.447	0.005	0.002	-0.009
Si	9.66	1.918	3.491	0.004	-0.001	-0.004
Si	9.677	5.791	3.433	-0.009	0.017	0.002
Si	9.671	-5.801	3.507	0.001	-0.003	-0.002
Si	9.674	-1.93	3.452	-0.001	-0.008	-0.006
Si	-1.907	-0.035	4.622	-0.008	-0.001	0.015
Si	-1.913	3.887	4.55	-0.038	-0.005	0.021
Si	-2.016	-7.728	4.695	-0.004	0.003	-0.014
Si	-1.91	-3.875	4.661	-0.014	-0.003	0.033
Si	1.96	-0.031	4.823	0.005	-0.004	0.005
Si	1.858	3.875	4.706	-0.004	0.001	0.016
Si	1.851	-7.72	4.755	0.001	0.003	-0.001
Si	1.956	-3.859	4.875	-0.017	0	0.013
Si	5.856	0.046	4.75	0.007	0.006	-0.004
Si	5.758	3.856	4.808	-0.004	-0.004	-0.002
Si	5.771	-7.65	4.842	-0.037	0.018	-0.01
Si	5.819	-3.922	4.812	0.007	0.004	0.019
Si	9.658	-0.042	4.898	-0.003	0.01	0.009
Si	9.636	3.893	4.847	-0.002	-0.008	0.002
Si	9.694	-7.793	4.875	-0.022	-0.01	-0.006
Si	9.7	-3.819	4.895	-0.009	-0.001	0.014
Si	-0.056	-0.005	6.073	0.016	0.001	-0.021
Si	-0.096	3.868	6.027	0.022	0.008	-0.007
Si	-0.13	-7.717	6.063	0.003	-0.013	0.009
Si	-0.074	-3.913	6.133	0.035	0.003	-0.03
Si	3.962	-0.04	6.122	-0.015	0.042	0.023
Si	3.729	3.853	6.074	-0.013	0.018	0.006
Si	3.622	-5.792	7.62	-0.007	0.001	-0.023
Si	3.93	-3.868	6.245	0.002	0.009	0.008
Si	7.676	-0.021	6.279	-0.003	-0.017	-0.032
Si	7.67	3.866	6.245	0.005	0.017	-0.008
Si	7.736	-7.846	6.223	0.052	-0.023	-0.029
Si	7.717	-3.742	6.246	0.007	-0.018	0.004
Si	-3.74	-0.053	6.084	0.004	0.002	-0.006
Si	-3.737	3.897	5.967	0.029	0.004	-0.021
Si	-3.792	-7.762	6.267	0.005	0	0
Si	-3.724	-3.838	6.151	0.006	-0.002	-0.016
Si	-0.741	1.937	7.232	-0.035	0.009	-0.009
Si	-0.57	5.804	7.299	-0.018	-0.008	-0.008
Si	-0.75	-5.853	7.387	-0.007	-0.005	0.009
Si	-0.606	-1.936	7.287	-0.022	-0.003	0.017
Si	3.573	1.899	7.391	0.012	-0.038	-0.022
Si	3.737	-7.66	6.126	-0.002	-0.004	0.012
Si	3.985	5.825	7.357	-0.03	-0.004	-0.027
Si	4.626	-1.916	7.406	0.018	-0.009	0.022
Si	7.938	1.941	7.568	0.027	0.013	0.062
Si	7.172	5.776	7.575	0.002	-0.014	0.002
Si	8.152	-5.224	7.997	-0.012	0.03	0.023
Si	7.013	-1.919	7.576	-0.023	-0.011	0.012
Si	-3.106	1.949	7.109	0.015	-0.001	0.017
Si	-3.169	-5.75	7.427	0.002	-0.007	0.004
Si	-3.008	-1.911	7.393	0.019	0.009	-0.032
Si	-3.021	5.694	7.345	0.007	0.009	-0.009
Si	-4.571	2.154	8.846	-0.001	-0.043	0.003
Si	1.971	-3.904	31.956	-0.093	-0.11	-0.039
Si	1.971	-0.037	31.956	-0.012	-0.054	-0.038
Si	1.971	-11.639	31.956	-0.111	0.065	-0.043
Si	1.971	-7.771	31.956	-0.202	0.048	-0.015
Si	5.839	-3.904	31.956	0.064	-0.166	0.005
Si	5.839	-0.037	31.956	-0.079	-0.017	0.082
Si	5.839	-11.639	31.956	0.074	0.051	0.036
Si	5.839	-7.771	31.956	0.129	0.07	-0.022
Si	9.706	-3.904	31.956	0.024	-0.056	-0.075
Si	9.706	-0.037	31.956	0.061	-0.032	0.028
Si	9.706	-11.639	31.956	-0.04	0.059	0.053
Si	9.706	-7.771	31.956	-0.075	0.106	0.011
Si	13.573	-3.904	31.956	0.039	-0.14	-0.053
Si	13.573	-0.037	31.956	0.047	-0.031	0.028
Si	13.573	-11.639	31.956	0.081	0.14	0.024
Si	13.573	-7.771	31.956	0.12	0.131	-0.005
Si	3.905	-3.904	33.323	0.025	0.062	-0.022
Si	3.905	-0.037	33.323	0.04	-0.101	0.004
Si	3.905	-11.639	33.323	0.02	0.026	-0.015
Si	3.905	-7.771	33.323	0.048	0.025	-0.048
Si	7.772	-3.904	33.323	0.001	-0.112	0.003
Si	7.772	-0.037	33.323	0	0.064	-0.002
Si	7.772	-11.639	33.323	0.007	0.01	0.021
Si	7.772	-7.771	33.323	-0.002	0.037	0.013
Si	11.639	-3.904	33.323	-0.024	0.015	-0.01
Si	11.639	-0.037	33.323	-0.036	-0.072	0.016
Si	11.639	-11.639	33.323	-0.012	0.037	-0.004
Si	11.639	-7.771	33.323	-0.024	-0.01	-0.023
Si	0.038	-3.904	33.323	-0.023	-0.132	0.01
Si	0.038	-0.037	33.323	-0.012	0.035	0.011
Si	0.038	-11.639	33.323	-0.01	0.037	0.033
Si	0.038	-7.771	33.323	-0.013	0.093	0.029
Si	3.905	-1.971	34.69	-0.051	-0.011	-0.001
Si	3.905	1.897	34.69	-0.029	0.03	-0.016
Si	3.905	-9.705	34.69	-0.037	0.014	-0.016
Si	3.905	-5.838	34.69	-0.041	-0.022	-0.014
Si	7.772	-1.971	34.69	-0.011	-0.015	0.001
Si	7.772	1.897	34.69	-0.002	0.002	0.017
Si	7.772	-9.705	34.69	0.01	0.025	0.014
Si	7.772	-5.838	34.69	0	-0.016	0.028
Si	11.639	-1.971	34.69	0.038	-0.013	-0.007
Si	11.639	1.897	34.69	0.031	0.04	-0.021
Si	11.639	-9.705	34.69	0.028	-0.006	-0.012
Si	11.639	-5.838	34.69	0.031	-0.004	-0.016
Si	0.038	-1.971	34.69	0.019	-0.009	-0.01
Si	0.038	1.897	34.69	-0.002	-0.036	0.007
Si	0.038	-9.705	34.69	0.003	0.037	0.009
Si	0.038	-5.838	34.69	0.014	-0.002	0.02
Si	0	0	0.683	0.108	0.015	-0.033
Si	0	3.867	0.683	0.039	0.011	0.004
Si	0	-7.734	0.683	0.112	-0.032	-0.044
Si	0	-3.867	0.683	0.035	0.022	-0.026
Si	3.867	0	0.683	0	0.015	0.003
Si	3.867	3.867	0.683	-0.002	-0.022	0.013
Si	3.867	-7.734	0.683	-0.006	-0.005	-0.006
Si	3.867	-3.867	0.683	0.002	-0.004	-0.012
Si	7.734	0	0.683	0.017	0.003	0.018
Si	7.734	3.867	0.683	0.052	-0.025	0.017
Si	7.734	-7.734	0.683	0.041	-0.009	0.01
Si	7.734	-3.867	0.683	0.065	0.004	0.007
Si	11.602	0	0.683	-0.11	-0.007	-0.011
Si	11.602	3.867	0.683	-0.097	0.028	-0.008
Si	11.602	-7.734	0.683	-0.158	-0.025	-0.017
Si	11.602	-3.867	0.683	-0.128	0.012	-0.017
Si	-1.645	-2.462	22.121	-0.01	0.015	0.003
Si	-1.825	2.295	22.925	0.016	-0.049	-0.037
Si	-2.319	-10.158	23.146	0.096	0.101	-0.061
Si	-1.592	-5.511	22.169	0	0.004	0
Si	1.446	-2.44	22.437	-0.012	-0.01	0.005
Si	2.411	-9.68	19.842	-0.004	-0.008	-0.002
Si	2.133	-10.421	22.782	0.026	-0.011	-0.021
Si	1.458	-5.46	22.254	0.005	-0.002	0.022
Si	6.978	-2.199	22.511	0.005	-0.01	-0.005
Si	6.05	1.881	23.424	0.009	0.011	-0.032
Si	5.335	-10.673	22.505	-0.021	-0.006	-0.004
Si	7.752	-5.274	22.763	-0.008	0.005	-0.019
Si	9.821	-0.918	22.789	-0.005	0.005	0.001
Si	9.29	2.034	23.448	-0.026	0.015	-0.03
Si	9.931	-10.414	23.24	-0.144	0.054	-0.011
Si	8.209	-6.459	19.803	-0.001	-0.005	0.003
Si	-5.054	-7.938	10.933	-0.021	0.025	0.006
Si	8.659	1.906	12.65	-0.016	-0.008	-0.008
Si	-4.441	-5.204	9.358	-0.025	0.018	0.04
Si	-3.532	-2.398	10.528	-0.02	0.008	0.009
Si	1.24	2.197	9.327	0.028	0.001	0.003
Si	1.654	5.374	9.421	0.01	-0.014	0
Si	1.061	-5.254	9.635	0.011	-0.019	0.01
Si	0.534	-2.131	9.32	0.003	0.001	0.016
Si	5.695	2.189	9.767	-0.018	0.005	-0.004
Si	6.495	4.123	11.891	-0.015	-0.013	-0.011
Si	5.916	-6.115	9.822	0.01	0.014	-0.015
Si	7.6	-1.712	9.937	-0.009	0.013	0.032
Si	-5.432	-0.147	10.653	0	0.005	-0.014
Si	-3.765	5.05	9.474	0	-0.003	0.017
Si	7.159	-2.914	12.655	0.007	-0.001	-0.003
Si	5.601	-2.778	17.124	0.004	0.002	-0.002
Si	5.252	0.269	11	0.011	0.003	-0.012
Si	6.231	-9.872	16.77	0.001	0	0.003
Si	1.204	4.907	12.218	0.003	-0.006	0.006
Si	1.478	1.979	12.373	0.011	-0.017	-0.006
Si	10.175	-0.518	16.231	0.001	0	0.002
Si	-5.066	3.742	14.259	-0.002	0.003	0.005
Si	0.969	-0.543	17.865	-0.001	-0.002	-0.004
Si	-1.449	-8.253	17.895	-0.004	0.003	-0.003
Si	-0.621	-3.135	17.006	-0.005	0	-0.004
Si	-1.558	1.539	12.962	-0.003	0	0.008
Si	1.807	-5.226	12.645	0.004	0.009	0.004
Si	7.51	-8.749	10.481	0.018	-0.006	-0.003
Si	-3.712	-9.143	13.415	-0.001	0.006	0.008
Si	-3.792	-2.899	17.61	0	0.001	-0.004
Si	5.378	-5.52	18.612	0.009	-0.004	-0.005
Si	2.034	5.506	15.039	-0.001	0.001	0.012
Si	11.258	-8.115	16.338	-0.002	0.003	0
Si	-1.021	-1.271	11.831	0.009	-0.005	0.005
Si	2.505	-0.124	20.653	0.001	0.018	-0.005
Si	-1.883	4.446	11.953	-0.005	0.006	0.006
Si	3.623	-1.808	9.505	0.004	0.034	0.026
Si	3.063	-1.383	15.698	0.005	0.001	-0.003
Si	2.489	-6.91	15.077	0.003	0.005	0.003
Si	7.384	-4.581	15.203	0.002	0.001	0
Si	0.759	-5.961	17.501	0	0	-0.004
Si	1.271	1.971	22.602	0.008	-0.018	-0.009
Si	9.736	3.467	19.295	0.009	-0.003	0.004
Si	0.606	-2.749	14.135	-0.002	-0.001	0
Si	2.804	-6.642	19.83	0.003	-0.004	-0.009
Si	6.943	1.969	19.323	0	-0.007	0.005
Si	4.495	-4.048	11.639	-0.01	0.003	0.004
Si	7.322	-0.266	17.234	-0.001	0	0.001
Si	9.777	-5.417	17.217	-0.004	0.004	-0.006
Si	-3.152	1.805	15.611	-0.001	0	0
Si	-3.758	-1.346	20.338	0.003	0.002	-0.008
Si	4.022	0.91	13.811	0.012	-0.01	-0.015
Si	-3.225	1.645	20.194	-0.013	0.001	-0.008
Si	5.173	-10.825	19.534	0.004	0	0.007
Si	9.278	-10.621	16.685	0.001	-0.001	0
Si	0.357	-10.655	17.587	0.008	-0.005	0.014
Si	-1.015	1.996	17.978	-0.004	-0.003	0.004
Si	9.797	-9.019	20.537	-0.022	-0.012	0.005
Si	7.884	-0.335	14.359	-0.004	0.002	-0.007
Si	5.5	-0.061	21.181	0.023	-0.002	-0.008
Si	5.448	-6.917	15.798	0.003	0.003	-0.003
Si	-2.64	-8.051	20.771	0.012	-0.008	-0.003
Si	4.802	3.866	14.618	0.007	-0.006	0.001
O	-2.198	-4.001	22.046	0.005	-0.005	0.006
O	-2.029	-1.816	23.571	0.023	-0.01	-0.04
O	-0.322	1.635	22.78	0.021	-0.002	0.023
O	-0.052	-5.538	21.639	-0.001	-0.001	0.011
O	-1.526	-5.965	23.735	0.004	-0.001	-0.022
O	3.889	-1.96	24.76	0.002	-0.004	-0.042
O	1.339	-2.055	24.018	0.006	-0.003	-0.022
O	2.127	1.425	23.872	-0.017	0	-0.017
O	3.767	-10.508	22.949	0.002	-0.006	0.009
O	1.447	-5.949	23.81	-0.003	0.012	-0.035
O	3.978	-5.9	24.616	0.027	-0.001	-0.013
O	6.425	-2.002	24.015	0	0.005	-0.007
O	7.679	1.741	23.568	-0.033	-0.001	0.018
O	6.209	-9.809	23.577	0	0.001	-0.013
O	8.202	-5.992	21.37	0.002	0.001	0.007
O	11.562	-10.449	23.41	-0.034	0.067	0.139
O	11.515	-5.863	24.662	-0.008	-0.006	-0.032
O	8.132	-6.753	7.421	-0.007	0.038	0.041
O	-0.31	2.011	8.849	0.01	-0.001	0.023
O	0.245	-9.58	8.765	0.012	0.002	0.01
O	-0.204	-6.047	8.964	0.009	0.006	0.01
O	2.155	1.493	8.162	-0.012	0.008	0.021
O	7.141	2.019	9.014	0.01	-0.002	-0.008
O	2.948	-9.502	8.637	0.001	0.002	0.006
O	2.325	-5.488	8.611	-0.004	0.001	0.013
O	4.867	-6.228	8.59	0.018	-0.007	0.027
O	2.069	-1.668	9.035	-0.003	-0.01	-0.006
O	9.519	1.92	7.997	-0.032	-0.005	-0.002
O	7.876	-9.511	9.067	0.004	0.018	0.014
O	7.148	-5.182	9.298	-0.005	-0.027	-0.013
O	9.614	-4.793	8.612	0.002	-0.014	-0.007
O	-4.453	0.949	9.954	0.002	0.009	-0.008
O	-2.533	4.831	10.521	0	-0.002	0.003
O	-2.179	-2.373	11.451	0.012	0.004	0
O	7.826	-2.873	11.13	-0.003	-0.012	0.012
O	-0.287	4.491	11.756	-0.004	0	0
O	-2.834	1.681	21.784	-0.008	0.001	0.022
O	-1.664	-11.564	22.615	0.075	-0.097	-0.031
O	-1.832	1.897	19.385	0.002	0.004	-0.001
O	8.675	-4.768	16.19	0.005	-0.003	0.007
O	11.104	2.756	19.821	0.003	0.003	0.003
O	5.72	-11.165	15.902	-0.001	0.004	0.002
O	11.081	-1.825	16.539	-0.001	-0.002	0.005
O	2.387	-6.464	21.391	-0.008	0.012	0.017
O	1.833	-9.608	21.381	0.005	0.004	-0.009
O	8.686	-8.029	19.86	0.003	0.002	0.007
O	2.051	-3.936	22.192	-0.007	-0.01	0.009
O	1.741	-0.469	19.281	-0.003	-0.006	0
O	5.66	-10.174	20.973	0.004	-0.008	0.011
O	5.613	4.206	13.248	-0.006	0.002	0.011
O	10.727	-1.602	21.612	0.003	0	0.007
O	9.939	0.733	22.646	0.013	-0.017	0.003
O	9.476	3.531	22.735	0.022	-0.098	0
O	6.365	-7.613	10.251	0	-0.008	-0.003
O	-0.031	-4.549	17.536	-0.004	0.002	0
O	1.7	3.751	9.346	-0.011	0.001	-0.001
O	1.193	5.665	13.646	0.004	-0.002	0.006
O	0.775	-4.119	13.259	0.008	-0.005	-0.002
O	0.612	-3.698	9.788	0.001	0.012	-0.004
O	-0.018	-1.211	10.549	-0.004	-0.007	-0.008
O	3.905	-0.494	10.453	0.003	-0.012	-0.025
O	1.84	-6.531	13.628	0.004	0.002	0.001
O	5.234	-5.394	11.102	-0.004	0.008	-0.002
O	3.911	-3.173	10.382	0.003	-0.025	0.01
O	-4.643	3.652	9.525	-0.008	0.024	0.013
O	8.802	-7.997	11.139	0.02	-0.005	-0.014
O	8.969	-0.406	17.36	0	0.001	0.003
O	0.044	1.837	13.146	-0.01	0.001	0
O	-4.771	5.089	13.407	0	-0.01	0.007
O	3.27	-4.504	12.594	-0.012	-0.006	-0.003
O	1.615	-6.084	18.874	0	-0.001	0.006
O	2.077	-2.254	14.698	0.001	0.002	0.004
O	6.918	-0.284	15.66	0	0.001	0.007
O	9.518	-9.272	22.131	-0.009	0.021	0.004
O	0.138	-1.936	17.797	0.001	-0.004	0.002
O	6.707	-6.208	19.245	-0.011	0.005	0.004
O	-3.662	-8.326	14.815	-0.004	-0.004	0.005
O	5.084	0.584	12.601	-0.017	0.009	0.028
O	-3.35	-1.793	9.017	-0.006	-0.009	0.037
O	5.561	-9.875	18.264	-0.002	-0.002	-0.001
O	-2.202	-3.055	17.35	0.008	0	0
O	2.093	-0.509	16.683	0	-0.002	0.005
O	4.151	-5.76	19.639	-0.001	0	0.005
O	11.154	0.792	16.155	0.002	-0.002	0.001
O	2.04	3.513	12.415	-0.006	0.012	0
O	-2.27	2.9	12.364	0.002	-0.006	-0.002
O	8.992	-0.888	9.629	0.003	0.001	-0.002
O	11.618	0.188	19.795	0.003	-0.003	0.003
O	5.933	-1.636	21.378	-0.01	0.008	-0.002
O	2.245	-8.443	15.562	-0.004	-0.011	-0.002
O	6.468	-5.886	23.604	0.007	-0.005	-0.009
O	1.482	3.575	22.503	-0.007	0.007	0.014
O	8.405	2.606	19.692	-0.001	-0.001	0.003
O	9.15	4.14	15.22	0.008	-0.002	0.002
O	11.364	-2.375	19.128	0.001	-0.001	0.007
O	4.115	-2.309	16.576	-0.005	0.001	0.002
O	1.791	-5.975	16.225	-0.003	-0.003	0.002
O	1.841	1.234	21.268	0.002	-0.008	0.005
O	6.918	1.171	17.892	-0.001	0.001	0.008
O	1.376	-5.765	11.156	-0.002	-0.002	-0.004
O	2.535	1.048	13.163	0.003	0.003	0.005
O	6.995	5.63	11.571	0.004	0.009	0
O	-2.302	1.17	14.367	-0.001	0.002	0.004
O	-2.536	-6.504	21.291	-0.004	-0.003	0.004
O	6.647	0.813	20.428	-0.019	0.001	0.003
O	4.1	0.073	20.36	-0.002	-0.003	0.008
O	9.108	0.685	11.687	-0.001	0.008	0.003
O	9.68	-10.48	19.852	-0.002	0.003	0.003
O	6.496	-0.731	10.653	0.015	-0.011	-0.023
O	-0.971	-9.726	17.371	0	-0.001	0.006
O	7.77	1.19	13.798	0.006	0.001	0.001
O	3.534	-10.865	19.636	-0.01	0.011	0.011
O	7.377	-1.449	13.316	0.002	0.007	0.007
O	3.974	-0.352	14.829	-0.008	-0.005	0.007
O	1.394	1.53	10.802	-0.011	0.012	-0.001
O	-0.069	0.701	17.718	0	-0.002	0.006
O	2.395	-1.372	21.685	-0.003	-0.012	0.012
O	-5.445	2.546	13.241	0.002	0.007	0.005
O	5.37	0.592	22.673	0.01	0.008	0.021
O	9.191	-5.689	18.732	0.001	0	0.002
O	5.546	-3.169	12.516	0	-0.007	-0.004
O	9.733	3.632	17.673	0.001	0.005	-0.004
O	-2.149	-9.043	21.967	0.012	0.025	0.015
O	5.594	3.572	10.643	0.015	-0.012	0.004
O	7.766	3.093	11.993	0.006	0.002	0.006
O	-0.068	3.313	18.021	0.007	0.011	-0.002
O	9.43	-0.689	14.782	0.001	0	0.004
O	10.994	-4.355	17.386	-0.002	-0.002	0.005
O	-4.201	-8.062	12.309	-0.01	-0.001	-0.017
O	-2.282	5.604	13.053	0.004	-0.003	-0.006
O	-2.248	-1.604	20.883	-0.004	-0.003	0.007
O	5.731	3.218	22.531	0.008	-0.006	0.025
O	-0.055	-2.39	21.848	0.017	-0.004	0.012
O	3.077	-8.222	19.517	-0.005	-0.003	0.008
O	-4.702	-9.181	9.953	0.002	-0.001	0.005
O	-1.699	0.212	12.018	0.001	-0.002	-0.003
O	-0.155	-1.663	13.165	-0.003	-0.002	-0.002
O	1.8	5.818	10.996	0.001	0.001	0.011
O	9.047	-5.416	23.751	0.002	-0.002	-0.001
O	3.435	4.747	14.729	-0.005	0	-0.001
O	1.211	-10.766	16.194	0.006	0.008	-0.006
O	-3.797	3.24	15.153	-0.001	-0.001	-0.002
O	7.833	-9.974	17.031	0.001	-0.005	0.001
O	-4.649	-6.502	10.311	0.004	-0.011	-0.009
O	7.365	-3.759	22.299	0	-0.001	0.012
O	4.459	2.266	14.621	-0.001	0.013	0.002
O	10.318	-6.794	16.519	0.003	-0.002	0.003
O	-2.109	2.136	16.795	0.005	-0.003	0.007
O	-1.621	-8.249	19.517	-0.002	0	0.008
O	5.047	-6.316	17.245	0.004	0.002	0.011
O	5.806	3.15	19.309	0.003	-0.005	0.003
O	8.292	-1.272	22.393	0	0.003	0.005
O	5.49	-3.918	18.3	-0.003	-0.003	0.005
O	6.457	-1.541	17.82	-0.002	0.001	0.003
O	-2.906	-7.912	17.273	0.004	-0.004	0.004
O	-4.57	-1.379	11.304	0.006	-0.004	-0.007
O	6.639	-6.04	15.1	-0.005	-0.005	0.005
O	4.103	-6.736	14.897	-0.003	-0.001	0.002
O	7.777	-4.056	13.684	0	-0.005	0.003
O	5.545	5.754	7.905	0	0.003	0.009
O	-0.339	-7.162	17.413	0	-0.004	0.005
O	-4.01	-3.954	10.35	0.004	-0.019	-0.019
O	1.213	-9.974	18.791	-0.003	-0.008	-0.008
O	10.402	-9.44	16.749	-0.003	-0.007	0.003
O	11.288	-8.371	20.331	0.011	0.008	0.007
O	5.888	-8.484	15.97	-0.001	-0.005	0.002
O	-0.394	-3.009	15.396	-0.001	-0.001	0.011
O	6.41	-3.437	15.857	-0.003	0.002	0.006
O	4.602	2.334	8.581	-0.012	0	0.003

Results
free energy: -289380.720 eV
free energy less fixed offsets of O -568.88, Si -635.61 eV per atom: -14.560 eV

The program warned: the cutoff lies below the one the program advises for these potential files; the exchange-correlation potential is rough where the density is thin.
